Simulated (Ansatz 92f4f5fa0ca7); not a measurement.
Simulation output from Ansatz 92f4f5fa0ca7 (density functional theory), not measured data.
Periodic cell of 210 atoms, Si128O78B4, from a study of silicon, its oxide and their interface. The atomic structure is a simulated model.
Doubt: the cutoff is far below the 930 eV that the study's wrapper takes by default for these files, so forces and energies are approximate.

Settings: functional PBE; potential files Ansatz PAW; basis plane waves; wave-function cutoff 580 eV; density cutoff ratio 5; exchange-correlation grid ratio 1; k mesh 1 x 1 x 1, Gamma-centred; self-consistency stop 5e-08 eV per atom in the density residual; occupations fixed; spin none; net charge 0.

Cell vectors (angstrom)
a, 10.938, 0, 0
b, 0, 10.938, 0
c, 0, 0, 31.3006

Atoms and the computed forces on them: element, x, y, z (angstrom), force x, y, z (eV/angstrom)
B, 10.0739, 0.6488, 24.7136, -0.3974, 0.3147, -0.0851
Si, 5.7647, 10.6412, 23.9035, 0.0031, 0.0378, 0.0528
Si, 2.1082, 2.9471, 23.8998, -0.0189, -0.0686, 0.0176
B, 8.8212, 1.9378, 24.7199, 0.3194, -0.3286, -0.0812
Si, 0.2525, 4.7992, 23.8649, -0.0811, -0.0707, 0.0635
Si, 4.8686, 5.8969, 24.0232, -0.0162, -0.0114, 0.0233
Si, 3.1691, 7.6311, 23.8691, 0.0084, -0.0115, 0.0088
Si, 7.5462, 8.8062, 23.8224, 0.0603, 0.0295, 0.0169
Si, 1.0237, 1.2485, 25.1856, 0.1275, 0.1194, 0.1033
Si, 6.9252, 1.4152, 25.1038, -0.2291, -0.1028, -0.0264
Si, 3.9066, 4.0379, 25.1606, 0.001, 0.0042, -0.0159
Si, 9.4491, 3.8176, 25.1837, 0.1086, 0.0877, 0.0673
Si, 1.281, 6.6942, 25.0423, 0.0174, 0.0217, 0.0022
Si, 6.752, 6.9081, 25.1087, -0.0395, -0.0383, 0.0081
Si, 4.0582, 9.5165, 25.125, -0.0253, -0.0148, 0.0013
Si, 9.4982, 9.6949, 25.0066, -0.1081, -0.2408, -0.0089
Si, 2.6638, 0.011, 26.4467, 0.0206, -0.0029, -0.024
Si, 8.2133, 0.0413, 26.5568, 0.0135, 0.0157, -0.135
Si, -0.0143, 2.7463, 26.6556, 0.0988, 0.1028, -0.0082
Si, 5.4605, 2.7409, 26.4547, -0.0267, 0.0286, -0.0072
Si, 2.6811, 5.492, 26.5515, -0.008, -0.0041, -0.0026
Si, 8.1919, 5.4612, 26.432, 0.0009, 0.0098, -0.0255
Si, -0.05, 8.2231, 26.3869, 0.0303, -0.0157, -0.0195
Si, 5.4413, 8.2276, 26.5589, 0.0003, -0.0006, -0.0005
Si, 4.1018, 1.3673, 27.8823, -0.1462, -0.0985, -0.5856
Si, 9.5708, 1.3673, 27.8823, 0.0143, -0.0028, 1.0701
Si, 1.3673, 4.1018, 27.8823, 0.1474, 0.3234, 0.7974
Si, 6.8362, 4.1018, 27.8823, -0.1817, 0.1665, -0.492
Si, 4.1018, 6.8362, 27.8823, -0.1072, 0.0372, 0.2772
Si, 9.5708, 6.8362, 27.8823, -0.0629, -0.0191, -0.716
Si, 1.3673, 9.5708, 27.8823, -0.2352, -0.2443, -0.5929
Si, 6.8362, 9.5708, 27.8823, -0.0749, 0.0007, 0.4484
Si, 0, 0, 29.2496, -0.1395, 0.0054, 0.0037
Si, 5.469, 0, 29.2496, 0.0837, -0.0001, -0.053
Si, 2.7345, 2.7345, 29.2496, 0.0086, 0.0797, 0.0009
Si, 8.2035, 2.7345, 29.2496, 0.0393, -0.1296, -0.0141
Si, 0, 5.469, 29.2496, 0.0936, -0.0429, 0.0105
Si, 5.469, 5.469, 29.2496, -0.0095, -0.0026, -0.0244
Si, 2.7345, 8.2035, 29.2496, 0.0107, -0.101, -0.0322
Si, 8.2035, 8.2035, 29.2496, 0.024, 0.0461, -0.0752
Si, 1.3673, 1.3673, 30.6168, 0.0262, -0.0334, -0.0379
Si, 6.8362, 1.3673, 30.6168, -0.1137, 0.0761, 0.0229
Si, 4.1018, 4.1018, 30.6168, -0.0067, -0.0693, 0.0028
Si, 9.5708, 4.1018, 30.6168, -0.0685, 0.0562, 0.0041
Si, 1.3673, 6.8362, 30.6168, -0.1029, 0.0219, 0.0193
Si, 6.8362, 6.8362, 30.6168, -0.0619, -0.0069, -0.0299
Si, 4.1018, 9.5708, 30.6168, -0.0427, -0.0293, 0.0068
Si, 9.5708, 9.5708, 30.6168, 0.039, -0.104, -0.0013
Si, 2.7345, 0, 0.6835, -0.0113, 0.0726, 0.0127
Si, 8.2035, 0, 0.6835, 0.059, 0.0185, -0.008
Si, 0, 2.7345, 0.6835, 0.0859, -0.037, -0.0169
Si, 5.469, 2.7345, 0.6835, 0.0556, 0.0244, 0.023
Si, 2.7345, 5.469, 0.6835, 0.0598, -0.0415, 0.0002
Si, 8.2035, 5.469, 0.6835, 0.01, 0.0494, 0.0168
Si, 0, 8.2035, 0.6835, -0.0562, 0.0455, 0.0328
Si, 5.469, 8.2035, 0.6835, 0.1042, -0.0813, -0.0254
Si, 4.1018, 1.3673, 2.0507, 0.0325, -0.0083, 0.056
Si, 9.5708, 1.3673, 2.0507, -0.0051, 0.1191, 0.0246
Si, 1.3673, 4.1018, 2.0507, -0.1245, 0.0311, -0.0006
Si, 6.8362, 4.1018, 2.0507, -0.0321, -0.0542, 0.0091
Si, 4.1018, 6.8362, 2.0507, -0.0003, 0.1395, 0.0126
Si, 9.5708, 6.8362, 2.0507, 0.0454, -0.0171, -0.0019
Si, 1.3673, 9.5708, 2.0507, 0.0457, -0.0516, -0.0032
Si, 6.8362, 9.5708, 2.0507, -0.0751, -0.0105, 0.0476
Si, 0, 0, 3.418, 0.3857, 0.2851, 0.5267
Si, 5.469, 0, 3.418, 0.0415, 0.1174, -0.4462
Si, 2.7345, 2.7345, 3.418, 0.1042, -0.0096, 0.8382
Si, 8.2035, 2.7345, 3.418, 0.0888, -0.0363, -0.4642
Si, 0, 5.469, 3.418, -0.018, -0.1694, -0.7312
Si, 5.469, 5.469, 3.418, -0.0064, -0.2988, 0.4594
Si, 2.7345, 8.2035, 3.418, 0.0408, 0.0185, -0.8717
Si, 8.2035, 8.2035, 3.418, 0.1567, 0.073, 0.5032
Si, 1.4355, 1.3405, 4.9333, -0.0279, 0.0145, 0.0026
Si, 6.8713, 1.3492, 4.7343, 0.0015, 0.0058, -0.0272
Si, 4.1005, 4.1086, 4.9035, 0.0137, -0.0296, -0.0023
Si, 9.6067, 4.0857, 4.7236, -0.0043, -0.0006, -0.0073
Si, 1.4247, 6.79, 4.6777, -0.1517, -0.1486, 0.0153
Si, 6.8317, 6.8181, 4.8142, 0.0224, -0.0428, -0.0029
Si, 4.0722, 9.5716, 4.7437, -0.0327, -0.0472, 0.0582
Si, 9.6566, 9.555, 4.8288, -0.0286, 0.0109, 0.0067
Si, 2.8243, -0.1231, 6.3886, 0.1514, 0.2895, 0.0356
Si, 8.2751, 0.0505, 6.1302, 0.004, 0.0111, 0.0187
Si, 0.068, 2.8877, 6.2095, -0.0067, -0.0124, 0.0173
Si, 5.5616, 2.6527, 6.2044, 0.0248, 0.0226, 0.003
Si, 2.8118, 5.6764, 6.2607, -0.1577, -0.1189, -0.0628
Si, 8.3399, 5.5004, 6.1102, 0.005, -0.0104, 0.0068
Si, 0.3496, 8.3238, 6.0835, -0.1828, -0.1623, -0.0877
Si, 5.3184, 8.1047, 6.1128, 0.2701, 0.1705, 0.0306
Si, 4.9292, 0.6909, 7.4927, -0.1014, 0.0482, 0.0137
Si, 9.1572, 1.9664, 7.3794, -0.004, 0.0059, -0.0031
Si, 0.9233, 4.7721, 7.5163, 0.081, 0.0394, -0.0155
Si, 7.4048, 3.6696, 7.3443, 0.0161, 0.0159, -0.0178
B, 3.4431, 7.5768, 6.6002, -0.3548, 0.4092, 0.172
Si, 10.1387, 6.6003, 7.2804, 0.0265, 0.0949, -0.0065
B, 2.2198, 8.9133, 6.6061, 0.4626, -0.4129, 0.1242
Si, 6.5445, 9.8091, 7.2319, 0.0232, -0.1095, -0.0646
O, 7.0448, 3.9932, 8.9456, -0.0062, 0.0054, 0.0082
O, 9.5827, 1.8218, 8.9894, -0.0022, -0.0112, 0.0141
O, 5.0543, 1.0489, 9.1261, 0.0186, -0.0073, -0.0123
O, 7.2597, 9.1091, 8.5768, -0.0162, 0.0163, -0.0215
O, 9.4538, 7.4049, 8.5819, 0.0001, -0.0061, -0.0021
O, 1.2924, 4.2755, 9.0738, -0.0184, -0.0009, -0.0169
O, 10.2973, 5.3388, 22.5477, 0.0069, 0.0154, -0.0213
O, 2.7567, 2.0886, 22.5989, 0.003, -0.0008, -0.0021
O, 2.98, 7.8517, 22.2199, -0.003, 0.0067, -0.0135
O, 5.1993, 5.5474, 22.4362, 0.0095, -0.0075, -0.0173
O, 4.9993, 0.4486, 22.5973, 0.0123, -0.0107, 0.014
O, 7.9502, 8.257, 22.3117, -0.0083, 0.0055, 0.0243
Si, 4.5224, 8.2032, 14.472, -0.0013, -0.0025, -0.0006
Si, 4.1448, 1.6258, 21.8415, -0.0076, 0.0072, -0.0272
Si, 3.9531, 1.4303, 15.3058, -0.0015, -0.0029, -0.0018
Si, 5.8617, 1.2155, 10.5328, 0.0054, -0.0052, 0.0326
Si, 8.0485, 7.8731, 9.286, 0.0022, -0.0072, 0.0269
Si, 7.297, 1.5298, 14.6508, 0.0005, -0.0041, 0.0014
Si, 5.8199, 7.8298, 19.0554, 0.0014, -0.006, -0.0005
Si, 8.572, 10.5842, 18.8579, 0.0012, 0.001, -0.0025
Si, 4.9995, 4.5117, 21.2112, 0, 0.0095, 0.0049
Si, 10.5738, 2.8547, 12.6404, 0.0038, 0.0009, 0.0029
Si, 1.1197, 5.0263, 16.9409, -0.0042, 0.0047, -0.0047
Si, 3.2278, 8.2872, 20.6711, -0.0053, -0.0026, 0.0162
Si, 4.6066, 9.8777, 17.1051, -0.0013, 0.0029, 0
Si, 9.3221, 4.5006, 18.4361, -0.0051, 0.0016, 0.0023
Si, 8.4203, 8.2259, 20.7637, 0.0014, 0.0068, -0.0193
Si, 6.4841, 4.9795, 18.6682, 0.0001, -0.0023, 0.0038
Si, 1.008, 2.2728, 15.4893, 0.0009, 0.0004, 0.0025
Si, 2.8466, 0.055, 19.5142, 0.002, 0.0019, 0.0037
Si, 4.6237, 4.0008, 11.5168, 0.0029, 0.002, 0.0088
Si, 0.3956, 9.3432, 15.8502, 0.001, -0.0002, -0.0012
Si, 9.137, 1.0858, 10.3695, 0.0073, 0.0046, 0.0011
Si, 9.233, 10.4857, 14.1951, 0.0015, -0.0016, 0.0031
Si, 6.8224, 5.1568, 10.0656, 0.0036, -0.0045, 0.0092
Si, 7.4438, 2.2448, 17.7937, -0.0002, -0.0013, 0.003
Si, 8.784, 5.2327, 12.5498, 0.0012, 0.0035, 0.0023
Si, 0.4065, 0.5646, 17.8868, -0.0015, 0.0012, 0.0018
Si, 2.3637, 5.6225, 19.712, 0.0068, 0.0021, 0.0004
Si, 5.0693, 10.8877, 13.1366, -0.003, -0.0017, 0.0107
Si, 10.4068, 5.7329, 20.9714, 0.0008, -0.0151, -0.0152
Si, 1.6185, 4.4897, 10.6593, -0.002, 0.0085, 0.0244
Si, 9.6644, 9.2591, 11.3061, 0.0016, -0.004, 0.0147
Si, 6.9967, 6.4694, 14.8866, -0.0025, 0.0031, 0.0026
Si, 1.8617, 7.1372, 14.7058, 0.0015, 0.0001, 0.0021
Si, 8.6132, 8.5736, 16.3414, 0.001, 0.0024, -0.0003
Si, 0.3982, 6.8743, 11.9356, 0.0002, 0.0028, 0.0015
Si, 5.5387, 3.8553, 14.4657, -0.0005, 0.0003, 0.0023
O, 9.8108, 1.763, 11.6928, -0.001, -0.0019, -0.0014
O, 3.0907, 3.9176, 11.0228, 0.0018, 0.0001, -0.0086
O, 4.2481, 8.7621, 15.9807, -0.0005, -0.001, -0.0024
O, 0.1391, 8.4247, 11.4548, -0.0031, 0.0004, -0.007
O, 9.9945, 0.404, 18.7469, -0.0012, -0.0004, 0.0004
O, 0.872, 6.7354, 13.488, -0.0015, 0.0027, -0.0056
O, 0.639, 3.6354, 11.6284, 0.0018, -0.0005, -0.0096
O, 8.6237, 9.7936, 20.2949, -0.0026, -0.0057, 0.0026
O, 9.7087, 4.5978, 20.0199, 0.007, 0.0038, 0.0055
O, 3.5213, 10.2676, 18.2297, -0.0025, -0.0008, -0.0021
O, 3.4088, 7.0358, 14.2032, 0.0003, 0.0009, 0
O, 8.4321, 8.325, 10.799, 0.0014, 0.0021, -0.0127
O, 3.59, 4.8082, 20.4212, -0.0075, 0.003, -0.0075
O, 4.7726, 0.3705, 16.2799, -0.0004, 0.0003, -0.0012
O, 9.7401, 7.222, 20.6762, 0.0012, 0.0018, 0.0047
O, 7.4933, 1.0826, 10.4344, -0.0054, -0.0017, -0.0101
O, 4.8224, 8.279, 20.2858, 0.0011, 0.0004, -0.0021
O, 3.9868, 1.0323, 13.7106, -0.0008, 0.0002, -0.0022
O, 5.0662, 2.9666, 21.7242, 0.0038, 0.0012, 0.0113
O, 4.4629, 9.4054, 13.3866, 0.001, 0.0027, -0.0045
O, 2.0989, 4.949, 18.249, -0.005, -0.0005, -0.0018
O, 7.9913, 5.4146, 18.2292, 0.0038, -0.0008, -0.0039
O, 5.295, 5.1919, 10.627, -0.0018, -0.0031, -0.0023
O, 6.8172, 2.94, 13.9931, -0.0016, 0.0012, -0.0016
O, 0.0914, 1.6522, 16.6999, -0.0006, -0.0005, -0.0027
O, 1.656, 8.7036, 15.0886, -0.0025, 0, -0.0005
O, 7.2914, 1.693, 16.2682, -0.0014, -0.0016, -0.0068
O, 5.9823, 7.5516, 14.2512, 0.0005, -0.0008, -0.0026
O, 9.4823, 3.9227, 13.2165, -0.0007, 0.0004, -0.0021
O, 5.3303, 0.0464, 11.5439, 0.0006, 0.0065, -0.02
O, 1.4761, 6.1014, 10.9812, -0.0003, -0.0056, -0.0105
O, 2.6327, 7.2261, 19.5735, -0.0021, -0.0051, -0.0047
O, 6.4124, 0.3042, 14.0092, -0.002, -0.002, -0.0025
O, 7.7672, 4.8218, 11.3523, -0.0048, 0.001, -0.0067
O, 9.7895, 10.5165, 10.2765, 0.0028, 0.0034, -0.0077
O, 4.7351, 4.3247, 13.1226, 0, -0.0005, -0.0064
O, 1.0582, 5.5854, 20.671, -0.0098, -0.0027, 0.0024
O, 6.1277, 5.1359, 15.3153, -0.0012, -0.003, -0.0033
O, 1.3277, 3.8094, 15.8955, 0.0012, 0.0002, -0.001
O, 5.5458, 6.331, 18.3467, -0.0009, 0.0047, -0.0024
O, 2.3837, 1.4176, 15.6723, -0.0004, -0.0006, -0.0017
O, 7.433, 0.8535, 18.7178, -0.0018, -0.0002, -0.0011
O, 7.0508, 6.5964, 9.3556, -0.0021, 0.0016, -0.0089
O, 6.299, 4.7491, 20.2684, -0.0009, -0.0047, -0.0052
O, 8.2292, 9.6098, 15.1409, 0.0028, -0.0003, -0.0052
O, 5.4399, 2.6314, 11.2084, 0.0008, -0.0081, -0.0103
O, 7.2706, 7.6517, 19.7677, -0.003, 0.0019, 0.0079
O, 10.5109, 5.062, 17.4737, 0.005, -0.0012, -0.0001
O, 8.805, 1.1206, 14.2085, 0.0007, 0.0005, -0.0002
O, 6.2912, 3.4231, 18.0554, -0.0008, 0, -0.0033
O, 4.5869, 2.9418, 15.4447, 0.0012, 0.0016, -0.0049
O, -0.2025, 10.4421, 14.806, -0.0025, -0.0011, -0.0022
O, 1.582, 0.935, 18.9614, -0.0022, -0.0017, -0.0007
O, 8.083, 6.066, 13.7523, 0.004, -0.002, -0.0073
O, 3.8001, 1.0904, 20.3329, -0.0042, -0.0052, 0.0029
O, 8.4397, 9.4031, 17.7282, 0.0006, 0.0009, -0.0005
O, 8.8942, 2.9737, 18.0485, 0.0027, 0.0008, -0.0015
O, 2.4842, 9.7406, 20.5114, -0.0009, 0.0072, -0.0044
O, 1.5319, 6.3231, 16.0639, -0.0022, -0.0086, 0.005
O, 9.9028, 6.1391, 11.8175, 0.0026, -0.0012, -0.002
O, 7.7368, 7.2085, 16.1547, -0.0014, -0.0012, -0.0025
O, 5.7785, 9.0702, 17.958, -0.0023, -0.0012, -0.0025
O, 0.8331, 10.0707, 17.2243, -0.0001, -0.0009, -0.0012
O, 10.2028, 8.1975, 16.1768, 0.0004, -0.0007, -0.0018
O, 0.4444, 2.2505, 13.946, -0.0013, -0.0012, -0.0029
O, 9.1891, 9.8365, 12.7338, 0.0018, -0.0005, -0.0073

Results
free energy: -126348.147 eV
free energy less fixed offsets of B -154.04, O -568.88, Si -635.61 eV per atom: -1.267 eV

The program warned: the cutoff lies below the one the program advises for these potential files; the exchange-correlation potential is rough where the density is thin.
